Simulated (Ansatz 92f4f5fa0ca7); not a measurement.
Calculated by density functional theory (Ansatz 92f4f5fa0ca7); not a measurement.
Periodic cell of 215 atoms, Si132O82B1, from a study of silicon, its oxide and their interface. The atomic structure is a simulated model.
Doubt: the cutoff is far below the 930 eV that the study's wrapper takes by default for these files, so forces and energies are approximate.
This geometry differs little from another in the collection (a relaxation step or a small displacement).

Settings
functional: PBE
potential files: Ansatz PAW
basis: plane waves
wave-function cutoff: 580 eV
density cutoff ratio: 5
exchange-correlation grid ratio: 1
k mesh: 1 x 1 x 1, Gamma-centred
self-consistency stop: 5e-08 eV per atom in the density residual
occupations: fixed
spin: none
net charge: -1 e, with a uniform compensating background and no finite-size correction

Cell vectors (angstrom)
a 10.938 0 0
b 0 10.938 0
c 0 0 31.5432

Atoms: element, x, y, z (angstrom)
Si 10.4262 0.5524 24.391
Si 6.0437 10.499 24.1646
Si 2.1345 3.2538 24.1091
Si 8.7199 2.2905 24.3516
Si 0.4999 5.0606 24.1934
Si 5.0816 5.911 24.2451
Si 3.3711 7.6413 24.2159
Si 7.8384 8.8295 24.0251
Si 1.3441 1.4801 25.4724
Si 6.9158 1.3116 25.5
Si 4.0312 4.109 25.3441
Si 9.6519 4.1575 25.4808
Si 1.4426 6.8314 25.4371
Si 6.9518 6.9441 25.3089
Si 4.2277 9.5366 25.3622
Si 9.5441 9.5941 25.4945
Si 2.7589 -0.0133 26.6645
Si 8.2108 -0.0379 26.9439
Si 0.0169 2.7895 26.9258
Si 5.47 2.7606 26.6852
Si 2.7371 5.4357 26.85
Si 8.3751 5.6786 26.8111
Si -0.1079 8.0731 26.8343
Si 5.5644 8.2027 26.8071
Si 4.1077 1.3686 28.0626
Si 9.5871 1.3736 28.2604
Si 1.3269 4.1906 28.2905
Si 6.8786 4.1835 28.0152
Si 4.1587 6.8221 28.1472
B 9.5897 6.8517 28.0909
Si 1.3558 9.5495 28.0378
Si 6.8967 9.4761 28.2841
Si 0.0457 -0.0297 29.5216
Si 5.4661 -0.008 29.4647
Si 2.7409 2.7369 29.4996
Si 8.1707 2.7862 29.4769
Si -0.1831 5.6711 29.3443
Si 5.5153 5.4551 29.5007
Si 2.7369 8.2141 29.4467
Si 8.4038 8.0121 29.3758
Si 1.3901 1.3639 30.8827
Si 6.8113 1.3777 30.815
Si 4.1206 4.0914 30.8649
Si 9.559 4.1815 30.7791
Si 1.3139 6.851 30.7655
Si 6.9183 6.8191 30.8322
Si 4.0939 9.5811 30.8234
Si 9.5903 9.4969 30.8277
Si 2.7475 -0.028 0.6946
Si 8.1824 -0.0197 0.6042
Si -0.0422 2.781 0.6156
Si 5.4775 2.7097 0.688
Si 2.6827 5.4922 0.6098
Si 8.2175 5.4361 0.7016
Si 0.0347 8.1802 0.685
Si 5.4875 8.2086 0.6148
Si 4.1203 1.3316 2.049
Si 9.514 1.3837 1.9645
Si 1.3128 4.1406 2.0086
Si 6.8504 4.0531 2.0582
Si 4.0672 6.8682 1.9655
Si 9.6048 6.8021 2.0486
Si 1.381 9.548 2.0624
Si 6.8283 9.57 2.0238
Si -0.0743 0.004 3.2801
Si 5.4731 -0.0253 3.4771
Si 2.6846 2.7283 3.2821
Si 8.1907 2.6712 3.4824
Si -0.0197 5.4621 3.5134
Si 5.4354 5.4852 3.2609
Si 2.7494 8.1889 3.4701
Si 8.2295 8.1858 3.3428
Si 1.2789 1.3677 4.6425
Si 6.8417 1.2953 4.898
Si 4.0569 4.1213 4.6232
Si 9.5324 4.0563 4.8723
Si 1.3576 6.8635 4.8746
Si 6.8259 6.8009 4.6602
Si 4.107 9.5572 4.8695
Si 9.5719 9.5728 4.7227
Si 2.6084 0.0378 6.0767
Si 8.225 -0.1387 6.2561
Si -0.0219 2.647 6.1898
Si 5.3729 2.7636 6.0556
Si 2.7474 5.4266 6.1362
Si 8.0898 5.4339 6.1587
Si -0.0093 8.2922 6.2126
Si 5.5579 8.1444 6.1424
Si 3.4851 1.9147 7.1663
Si 10.0226 0.8227 7.458
Si 1.7802 3.6415 7.3476
Si 6.2105 4.5194 7.3688
Si 4.6373 6.3039 7.2514
Si 9.1549 7.187 7.3084
Si 0.8907 10.1479 7.5032
Si 7.4011 8.8831 7.4773
O 4.5783 6.5959 8.8805
O 1.4017 3.9659 8.9394
O 9.7336 6.5511 8.7312
O 1.3044 10.0989 9.1351
O 6.0872 4.2157 9.0108
O 3.723 1.5651 8.7486
O 7.1231 8.9566 9.1258
O 9.6558 1.0716 9.0615
O 8.2831 2.5473 22.7773
O 11.0311 5.5362 22.657
O 5.6282 0.0504 22.6421
O 5.3038 5.4279 22.6708
O 2.1522 2.8202 22.5013
O 3.2957 7.8232 22.5598
O 8.3656 8.7549 22.4368
O -0.1805 11.2187 22.7984
Si 2.1551 2.9856 12.8963
Si 8.6852 1.2903 10.3481
Si 1.0678 4.5011 15.3608
Si 7.552 5.5646 12.1979
Si 2.4138 8.184 21.2448
Si 5.417 7.7685 12.4713
Si 9.2655 0.4563 15.4949
Si 2.9093 -0.0534 16.666
Si 10.4668 1.1653 12.6015
Si 7.7746 2.8388 21.2729
Si 9.1357 8.786 14.4551
Si 1.4735 4.7807 10.3515
Si 4.4849 9.4886 19.1547
Si 11.0774 6.0989 21.1311
Si 6.6148 10.4441 14.8482
Si 5.3905 0.7319 21.1929
Si 2.3446 9.8019 10.3698
Si 0.4259 10.6358 21.4274
Si 5.854 5.2605 21.1603
Si 3.6448 7.0847 10.0974
Si 9.0466 5.6834 14.8411
Si 3.6678 4.081 19.1176
Si 10.0278 3.6662 19.3294
Si 4.2601 8.6574 15.3636
Si 0.453 1.9166 17.1655
Si 6.7964 7.5338 19.2647
Si 5.2562 3.6179 16.7541
Si 7.7851 5.0183 17.5311
Si 6.6764 9.902 10.3794
Si 4.3802 1.0433 10.1108
Si -0.0295 9.0917 11.8942
Si 9.0983 8.6307 20.9701
Si 4.5493 1.6622 14.5883
Si 2.4459 2.0881 21.0749
Si 6.331 3.3277 10.3567
Si 3.4306 5.912 16.7494
Si 9.8753 6.5435 10.3444
O 0.116 2.6245 18.5962
O 2.9268 9.6224 15.5844
O 10.8586 4.8131 20.1503
O 7.5596 2.3659 9.9156
O 10.9251 5.3504 10.7848
O 6.5845 6.7014 12.8671
O 10.3125 8.068 10.7736
O 7.6664 9.4542 14.0002
O 8.4157 6.2143 10.9815
O 5.3627 10.5155 20.0582
O 2.1643 3.7555 11.4406
O 7.9804 8.5432 19.7784
O 6.2096 6.729 20.5617
O 5.5051 2.7068 15.4242
O 1.2951 0.9354 20.7442
O 6.0771 9.0222 11.6273
O 4.6052 4.9755 16.1193
O 6.5969 3.9095 17.6396
O 10.5533 10.6764 11.8118
O 5.5769 0.4947 13.9955
O 8.0199 5.1023 15.9362
O 9.7368 9.8184 15.5794
O -0.3954 5.145 15.1348
O 1.5616 6.8534 20.8011
O 1.497 0.6315 17.1842
O 6.5987 1.7798 20.86
O 1.0028 1.8178 12.841
O 3.2569 5.4935 18.3456
O 9.5241 2.006 11.5679
O 1.0208 3.0982 16.1935
O 8.5896 5.1306 13.3788
O 10.279 8.5866 13.3036
O 1.4536 9.4097 21.7179
O 10.0822 9.9301 20.6436
O 3.1704 0.2071 10.8711
O 5.0601 2.3711 10.815
O 1.7552 4.1657 13.9334
O 7.9485 10.8335 10.837
O 9.1338 4.4708 18.235
O 5.6375 9.4914 15.7731
O 5.5403 -0.0388 9.7909
O 3.5891 2.3087 13.4031
O 1.9699 5.6476 16.0804
O 9.7029 1.0468 14.0326
O 4.3889 6.939 11.526
O 4.7536 4.4865 20.2545
O 9.953 1.3452 16.6462
O 6.6921 4.2954 11.6276
O 5.5847 8.408 18.5993
O 9.0672 2.7469 20.2814
O 3.601 1.1223 15.7918
O 4.2274 3.0739 17.9295
O 9.907 7.2132 20.9365
O 3.3582 8.6618 9.801
O 3.9401 7.4178 16.3834
O 7.6316 0.4788 15.7002
O 8.9333 7.2978 15.0346
O 3.9285 1.4348 21.1873
O 1.5965 9.1227 11.6754
O 2.3224 6.1541 10.1482
O 7.3501 6.463 18.1594
O 7.2185 4.3692 21.1685
O 4.5536 8.224 13.7991
O 3.3543 8.6737 20.0127
O 2.4982 3.2334 19.8929
O 3.7246 10.3441 17.9828

Results
free energy: -130699.906 eV
free energy less fixed offsets of B -154.04, O -568.88, Si -635.61 eV per atom: 2.814 eV

Forces (eV/angstrom), in the order of the atoms: element, x, y, z
Si 0.0097 0.1102 0.2295
Si 0.0958 -0.0843 0.2365
Si -0.0587 0.0958 0.2455
Si 0.0027 -0.1118 0.2661
Si 0.1292 -0.1111 0.3461
Si -0.0777 0.045 0.2521
Si 0.0482 -0.0124 0.256
Si -0.1349 0.0456 0.3624
Si -0.0193 0.0167 0.0536
Si 0.0147 0.0005 0.064
Si -0.0004 -0.0018 0.0433
Si 0.0373 -0.0592 -0.0362
Si 0.0186 -0.0219 -0.0322
Si -0.0383 -0.0122 -0.0353
Si 0.0053 -0.0206 0.0188
Si -0.0407 0.0502 -0.03
Si 0.0175 0.0376 -0.1391
Si -0.0208 0.0373 0.199
Si 0.022 -0.05 0.1781
Si -0.019 -0.029 -0.1165
Si 0.0351 -0.0288 0.1143
Si 0.0997 0.0619 0.0465
Si -0.1464 -0.1591 0.0926
Si -0.0222 0.0318 0.0634
Si -0.0083 0.0404 0.0355
Si 0.0002 -0.0047 -0.3364
Si 0.0088 -0.0763 -0.3579
Si 0.0226 -0.0129 0.0409
Si -0.0832 0.0145 -0.0847
B 0.0179 0.0948 -0.3186
Si -0.061 0.007 0.0604
Si 0.0492 0.0972 -0.3248
Si 0.0702 -0.0337 0.0208
Si -0.0545 0.0473 0.1094
Si 0.0587 -0.0614 0.1192
Si -0.0783 0.0315 -0.0132
Si 0.0518 -0.0343 0.0203
Si 0.0065 -0.0596 0.007
Si 0.0488 0.009 -0.0453
Si 0.0141 -0.0013 -0.0033
Si -0.0131 0.0026 0.0128
Si 0.0278 0.0236 0.0003
Si -0.0026 0.018 -0.0082
Si 0.01 -0.0293 0.0071
Si 0.0239 0.0065 0.0048
Si -0.0152 0.0182 0.0102
Si -0.0288 -0.0292 0.0038
Si -0.0026 0.0325 0.0118
Si 0.0121 0.0089 0.0144
Si -0.0351 -0.0351 -0.0089
Si 0.033 -0.002 0.0013
Si -0.0112 -0.012 0.0085
Si 0.0021 -0.034 -0.0112
Si -0.0256 -0.0201 0.0442
Si 0.0207 0.0227 0.0375
Si 0.0248 0.0319 -0.0077
Si 0.0159 -0.015 0.0083
Si -0.0516 0.0859 -0.065
Si -0.04 0.0413 -0.0083
Si 0.0557 -0.0288 -0.019
Si -0.0784 0.0563 -0.0789
Si 0.0418 -0.0422 -0.0363
Si -0.0057 -0.0266 -0.0147
Si -0.0228 0.0279 0.0194
Si 0.191 -0.0314 0.3166
Si 0.0076 -0.0049 -0.0964
Si 0.0334 0.0099 0.3359
Si -0.0174 0.0606 -0.0932
Si 0.0229 -0.0184 -0.1319
Si 0.0269 -0.1132 0.3823
Si -0.0074 0.0205 -0.0847
Si -0.0889 -0.0115 0.1616
Si -0.0194 0.0189 -0.1364
Si -0.0173 0.0066 0.0947
Si -0.0304 -0.0072 -0.1855
Si -0.0016 -0.0431 0.1268
Si 0.0326 -0.0149 0.1117
Si -0.0029 0.0042 -0.1598
Si -0.0227 -0.0143 0.098
Si -0.0145 0.002 -0.0928
Si -0.012 -0.0337 -0.0444
Si 0.0004 0.0025 0.0165
Si 0.0379 0.0058 -0.0327
Si 0.031 0.0108 -0.0593
Si 0.009 -0.0344 -0.0285
Si -0.0178 -0.0146 -0.0461
Si 0.0211 0.0251 -0.0237
Si 0.0223 0.0056 -0.0203
Si -0.1339 0.1656 -0.2243
Si 0.0396 -0.03 -0.2113
Si 0.035 -0.0482 -0.2389
Si -0.0222 0.0574 -0.2136
Si 0.023 -0.0757 -0.2148
Si -0.0648 0.0761 -0.1892
Si -0.0524 0.0253 -0.2062
Si 0.0598 -0.0254 -0.241
O -0.0905 0.095 0.3217
O -0.0417 0.1021 0.3552
O 0.0587 -0.0588 0.298
O 0.1225 -0.0361 0.3101
O 0.023 -0.1276 0.3544
O 0.0978 -0.0794 0.2969
O -0.0614 0.0796 0.3563
O -0.1172 0.0512 0.3278
O -0.0916 0.0822 -0.4059
O -0.0852 0.1306 -0.4125
O -0.0916 0.1357 -0.3865
O 0.0899 -0.0664 -0.4164
O 0.0536 -0.1395 -0.4323
O -0.0798 0.0595 -0.38
O 0.1653 -0.0541 -0.4177
O 0.089 -0.0894 -0.3567
Si -0.0133 0.0209 -0.1612
Si 0.066 -0.0198 -0.322
Si 0.0197 -0.0207 0.0262
Si -0.0234 -0.0135 -0.1816
Si 0.0256 -0.0522 0.4089
Si -0.0062 -0.0047 -0.1755
Si 0.0233 0.0196 0.0134
Si 0.0322 -0.0153 0.1577
Si -0.0191 -0.0011 -0.1409
Si 0.0145 -0.0601 0.4092
Si 0.0107 -0.0013 -0.0485
Si -0.0025 -0.0589 -0.3459
Si 0.0137 -0.0208 0.3151
Si 0.0101 0.0084 0.4215
Si 0.0111 -0.016 -0.0015
Si 0.0372 -0.0239 0.412
Si -0.0779 0.0208 -0.2665
Si -0.0732 0.0585 0.3419
Si -0.0285 0.0156 0.4547
Si 0.0664 -0.0824 -0.2998
Si -0.0297 -0.019 -0.0052
Si -0.0144 -0.0428 0.3336
Si -0.0044 0.0315 0.3311
Si -0.0067 -0.0073 0.0184
Si -0.0089 0.0352 0.1935
Si 0.0296 0.0503 0.2944
Si -0.0195 0.0013 0.1498
Si 0.0299 0.0392 0.191
Si 0.0303 -0.058 -0.2839
Si -0.084 0.0495 -0.2648
Si 0.0399 -0.0195 -0.1705
Si -0.0138 0.0421 0.4178
Si -0.0308 0.0166 -0.0146
Si -0.0585 0.0141 0.4375
Si 0.0091 0.0813 -0.3159
Si 0.0121 -0.0287 0.1575
Si 0.0183 -0.0335 -0.3047
O 0.0437 -0.0633 -0.1557
O -0.0008 -0.0121 -0.0308
O -0.0521 -0.1212 -0.1891
O 0.0049 0.0116 0.1156
O -0.0177 0.0093 0.1006
O -0.0033 0.0134 0.0523
O 0.0221 0.0644 0.1036
O -0.0063 0.0025 0.0173
O -0.0567 -0.0235 0.1173
O -0.0418 -0.092 -0.1966
O 0.035 -0.0739 0.1613
O -0.1028 -0.0497 -0.1823
O 0.0299 0.0729 -0.1833
O 0.0023 -0.0163 -0.0323
O 0.0316 0.0171 -0.1301
O -0.0366 -0.0306 0.1121
O 0.0046 0.0102 -0.0494
O -0.0206 -0.0141 -0.0704
O -0.0143 0.0111 0.0641
O 0.0098 -0.0057 0.0132
O 0.0152 0.0039 -0.0723
O 0.0022 -0.006 0.0019
O -0.0043 0.0049 -0.003
O -0.0023 -0.0031 -0.1258
O 0.0027 -0.0036 -0.0555
O -0.0055 0.0187 -0.1241
O 0.0072 -0.009 0.0438
O -0.0025 0.0552 -0.1484
O 0.0386 0.0118 0.1167
O 0.0035 0.0259 -0.053
O 0.0244 -0.0026 0.0712
O -0.0326 -0.0009 0.0822
O 0.0077 -0.0124 -0.1126
O -0.0169 -0.0216 -0.1335
O -0.0018 0.0206 0.1074
O -0.028 -0.024 0.0963
O -0.014 0.0205 0.0494
O -0.018 0.0033 0.1006
O -0.0608 0.0333 -0.1331
O 0.0126 0.0091 -0.0153
O 0.0275 -0.0091 0.0353
O 0.0218 -0.0102 0.0495
O -0.0228 -0.0014 -0.0441
O -0.0125 -0.0036 0.059
O 0.0462 0.0219 0.1384
O -0.0891 -0.0422 -0.2009
O -0.0276 -0.0286 -0.0505
O 0.0286 0.0427 0.1178
O -0.0125 -0.0014 -0.0969
O 0.0988 0.0436 -0.1927
O 0.0128 0.0101 -0.0301
O 0.0483 -0.0122 -0.141
O 0.0015 -0.0106 -0.1171
O 0.0018 0.013 0.092
O -0.0011 0.0173 -0.0482
O -0.0053 0.0002 -0.0048
O 0.0021 0.0069 0.008
O 0.0132 0.0033 -0.1254
O -0.0347 -0.0172 0.0937
O -0.0062 0.0242 0.1126
O 0.0266 -0.0839 -0.1331
O 0.0006 0.0132 -0.1269
O -0.014 0.0121 0.058
O 0.1035 0.0633 -0.2035
O 0.0535 0.0967 -0.204
O -0.0684 0.0594 -0.1735

The program warned: the cutoff lies below the one the program advises for these potential files; the exchange-correlation potential is rough where the density is thin.
